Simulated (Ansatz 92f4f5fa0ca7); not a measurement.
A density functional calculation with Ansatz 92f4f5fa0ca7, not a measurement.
Periodic cell of 273 atoms, Si162O105B6, from a study of silicon, its oxide and their interface. The atomic structure is a simulated model.
Doubt: the cutoff is far below the 930 eV that the study's wrapper takes by default for these files, so forces and energies are approximate.
This geometry differs little from another in the collection (a relaxation step or a small displacement).

Settings: functional PBE; potential files Ansatz PAW; basis plane waves; wave-function cutoff 580 eV; density cutoff ratio 5; exchange-correlation grid ratio 1; k mesh 1 x 1 x 1, Gamma-centred; self-consistency stop 5e-08 eV per atom in the density residual; occupations fixed; spin none; net charge 0.

Cell vectors (angstrom)
a	11.6015	0	0
b	0	13.3963	0
c	0	0	30.8152

Atoms and the computed forces on them: element, x, y, z (angstrom), force x, y, z (eV/angstrom)
B	11.5504	-0.1682	24.7589	0.0096	0.0018	-0.0022
Si	3.6544	-0.1723	24.1152	-0.0085	0.0006	0.0021
Si	7.8419	-0.1063	23.9701	-0.0035	-0.0023	0.0069
Si	1.9364	3.0889	24.3188	0.0012	0.0012	0.0016
Si	5.9651	3.4121	24.1913	0.0018	0.0129	0.0019
Si	9.912	3.2787	24.0988	0.0124	0.0076	0.0072
B	11.618	6.5424	24.7024	0.0002	-0.0125	-0.0017
Si	3.9923	6.5818	24.0443	0.0072	0.0071	0.0063
B	7.8916	6.6019	24.7306	0.0013	-0.0077	-0.0054
Si	1.8335	9.8621	24.129	0.0033	0.0007	0.0024
Si	5.8576	9.9921	24.0985	-0.0035	0	0.0034
Si	9.7397	9.7393	24.1677	0.0031	0.0019	0.0017
Si	11.6174	1.8829	25.0405	0.0002	-0.0098	0.0113
Si	4.0009	2.1441	24.8863	-0.0023	-0.0052	0.0088
Si	7.8857	2.1638	24.7606	-0.0096	-0.0088	0.0071
Si	1.8192	5.5024	24.7468	-0.0111	-0.0036	0.0042
Si	6.0556	5.6442	24.9822	0.0084	-0.0046	0.0129
Si	9.7588	5.6313	24.82	-0.0065	0.0064	0.0015
Si	11.6412	8.5651	24.9714	0.0031	0.0106	0.0096
Si	3.8841	8.8615	24.8039	-0.0095	0.0029	0.0037
Si	7.7549	8.6578	24.87	0.0035	0.0024	0.0045
Si	1.6906	12.1758	24.9535	0.0004	0.0107	0.0111
Si	5.8035	12.2418	24.8148	0.006	0.0012	0.0055
Si	9.8178	12.1511	24.7667	-0.0015	0.0025	0.004
Si	11.6159	2.1502	27.3683	-0.0027	0.0028	-0.0026
Si	3.9299	2.1573	27.2577	-0.0017	0.0026	-0.0005
Si	7.7903	2.1811	27.1788	0.0013	0.003	-0.0019
Si	1.9423	5.5241	27.1838	0.0017	-0.0029	0.0041
Si	5.8245	5.5517	27.3258	-0.0018	-0.0007	-0.007
Si	9.6813	5.5317	27.2568	0.0011	-0.0028	0.0093
Si	11.6114	8.8479	27.3218	-0.0003	0.0039	0
Si	3.8777	8.875	27.2102	0.002	-0.0007	0.0005
Si	7.7347	8.8735	27.2594	0.0003	0.0031	0.0019
Si	1.9129	12.1961	27.3172	0.0022	-0.0009	-0.0031
Si	5.8063	12.2678	27.2089	-0.0014	-0.0016	-0.0008
Si	9.6821	12.2156	27.2048	-0.001	0.003	0.0045
Si	1.9769	1.0529	28.0649	0.0005	-0.0007	0.0039
Si	5.8611	1.0861	28.0502	0.0006	0.0013	0.0035
Si	9.668	1.0467	28.0625	0.0028	-0.0017	0.0024
Si	11.6221	4.4205	28.0419	-0.001	0.0004	0.0014
Si	3.8714	4.4116	28.0299	0.0003	-0.0015	0.0021
Si	7.7547	4.4059	28.0459	0.0017	-0.0009	0.0046
Si	1.9578	7.7429	28.0481	0.0001	0.0004	0.005
Si	5.8034	7.7876	28.0664	-0.0017	-0.0007	0.0035
Si	9.6631	7.7566	28.0657	0.0013	-0.0036	0.0033
Si	11.5824	11.0993	28.0685	0.0002	-0.0012	0.0046
Si	3.8884	11.1137	28.0312	-0.0041	0.0014	0.0052
Si	7.7318	11.1302	28.018	0.0011	-0.0005	0.0007
Si	1.9336	1.1164	30.4202	0.1141	-0.1095	0.1197
Si	5.8008	1.1164	30.4202	0.1541	-0.1077	-0.0947
Si	9.6679	1.1164	30.4202	-0.0988	-0.2079	0.0773
Si	0	4.4654	30.4202	0.0195	0.0138	-0.0419
Si	3.8672	4.4654	30.4202	-0.0485	-0.0808	-0.1891
Si	7.7343	4.4654	30.4202	0.1211	-0.1759	-0.0389
Si	1.9336	7.8145	30.4202	0.1252	-0.1082	-0.0465
Si	5.8008	7.8145	30.4202	-0.0442	0.0095	0.1856
Si	9.6679	7.8145	30.4202	-0.0459	-0.0997	0.1492
Si	0	11.1635	30.4202	-0.1	-0.1255	0.1667
Si	3.8672	11.1635	30.4202	0.0465	-0.1163	-0.0962
Si	7.7343	11.1635	30.4202	0.0326	-0.0747	-0.2038
Si	0	0	0.3944	-0.1108	0.16	-0.3297
Si	3.8672	0	0.3944	0.141	0.2079	-0.1426
Si	7.7343	0	0.3944	-0.109	0.1806	0.0183
Si	1.9336	3.3491	0.3944	0.1382	0.109	-0.1729
Si	5.8008	3.3491	0.3944	-0.0511	0.0971	-0.0308
Si	9.6679	3.3491	0.3944	-0.1754	0.211	-0.0046
Si	0	6.6981	0.3944	-0.0467	-0.1213	-0.0327
Si	3.8672	6.6981	0.3944	-0.0385	0.0835	0.1134
Si	7.7343	6.6981	0.3944	0.0325	0.1189	0.3793
Si	1.9336	10.0472	0.3944	0.041	-0.0893	-0.3319
Si	5.8008	10.0472	0.3944	0.0522	0.1157	0.2635
Si	9.6679	10.0472	0.3944	-0.1093	0.0993	0.0639
Si	11.586	0.0598	2.7274	0.0002	-0.0008	-0.0023
Si	3.8939	0.0524	2.7477	0.0016	-0.0013	-0.0025
Si	7.7045	0.0708	2.7551	0.0005	0.0011	-0.0039
Si	1.9435	3.419	2.7445	0.0014	0.001	-0.0004
Si	5.7752	3.4168	2.7666	-0.0008	0.0004	-0.0021
Si	9.633	3.429	2.7679	-0.004	-0.0006	-0.0047
Si	11.5758	6.6958	2.7619	-0.0013	-0.0019	-0.0037
Si	3.8712	6.7482	2.7756	-0.0004	0.0014	-0.0009
Si	7.7322	6.7604	2.8295	0.0029	0.0034	-0.0015
Si	1.9325	10.0417	2.7272	-0.0009	0.0001	-0.0019
Si	5.8105	10.1042	2.8023	0.0001	0.0014	-0.0009
Si	9.6381	10.1023	2.7679	0.0005	-0.0017	-0.0026
Si	11.5928	2.3225	3.4413	-0.0011	0.0001	-0.0056
Si	3.8555	2.289	3.5749	-0.0034	0.0005	-0.0145
Si	7.6944	2.3083	3.5646	0.0053	0.0016	0.0008
Si	1.9344	5.6372	3.567	0.002	0.0021	-0.0134
Si	5.7834	5.6365	3.6114	-0.0029	-0.0002	-0.0016
Si	9.6553	5.6301	3.6843	0.0013	0.0013	-0.0011
Si	11.5749	8.9373	3.4594	0.0004	0.0001	0.001
Si	3.8709	8.9838	3.5774	0.0001	-0.0033	0.0002
Si	7.7351	9.007	3.673	-0.001	-0.0043	0.0009
Si	1.9364	12.3046	3.357	0.0001	-0.0003	0.001
Si	5.8062	12.3512	3.616	-0.0023	-0.003	0.0021
Si	9.6401	12.3702	3.5126	0.0006	0.0007	0.0011
Si	11.563	2.6156	5.7707	0.0033	-0.0094	0.0026
Si	3.9384	2.4198	6.0271	0.0092	0.0027	0.0053
Si	7.4922	2.2739	5.9718	-0.0163	-0.0084	-0.0059
Si	1.9261	5.482	6.0016	-0.0065	-0.0019	0.0057
Si	5.5634	5.5925	6.0151	-0.0037	0.0019	-0.0048
Si	9.7642	5.5841	6.1584	0.0031	-0.0056	-0.0012
Si	11.6089	8.9359	5.7871	-0.0003	0.0019	-0.0046
Si	3.8449	9.0781	5.9562	-0.0016	0.0044	-0.0021
Si	7.7361	9.0941	6.1011	0.004	0.0046	-0.0018
Si	1.9102	12.4207	5.6469	-0.0025	-0.0023	-0.0017
Si	5.7706	12.6455	6.0285	0.0016	0.0012	-0.0031
Si	9.6755	12.5028	5.862	0.0026	-0.0065	0.0002
Si	1.8234	1.2482	6.443	-0.0079	-0.004	0.0008
B	5.6934	1.3119	6.1407	0.0096	-0.0001	0.0043
Si	9.6467	1.4247	6.5804	-0.0001	0.0108	0.0063
B	11.6277	4.6198	6.1221	0.0006	0.0131	0.0039
B	3.7823	4.4954	6.1415	-0.0073	-0.0005	0.0026
Si	7.5597	4.5018	6.8738	0.0169	-0.0011	-0.0023
Si	1.9255	7.8448	6.6896	-0.0016	0.0028	0.0002
Si	5.7457	7.9122	6.7564	-0.0048	0.0018	-0.0029
Si	9.7323	7.9384	6.8467	-0.0004	0.0004	-0.0031
Si	11.5975	11.232	6.363	0.0013	0.0029	-0.0014
Si	3.8019	11.4068	6.61	-0.0024	-0.0009	-0.002
Si	7.7652	11.4896	6.8402	-0.0043	-0.0052	-0.0002
O	1.351	0.7523	7.9612	-0.0005	0	0.0027
O	3.5021	11.5295	8.2589	0.002	-0.003	0.0066
O	7.3136	4.4468	8.5576	-0.0034	0.0044	0.0058
O	9.9855	8.178	8.5125	-0.0021	-0.0008	0.0076
O	5.7221	7.9162	8.4395	0.001	0.0011	0.0005
O	1.7743	7.9518	8.352	0.002	0.0015	0.0032
O	9.8127	1.8088	8.1977	-0.0003	-0.0119	-0.003
O	-0.0501	11.0663	7.9932	0.0002	-0.0003	0.0065
O	7.9824	11.7429	8.4856	0.003	0.0032	0.0083
O	5.8947	10.3096	22.4483	0	0.0004	-0.0012
O	3.1118	12.9207	22.5343	-0.0002	-0.0019	-0.0129
O	6.0033	3.8195	22.5715	0.0028	-0.0061	-0.0032
O	1.9305	2.5684	22.7454	-0.0005	0.0005	-0.006
O	10.316	3.2937	22.4598	-0.0042	-0.0011	0.0049
O	7.9125	-0.1703	22.2847	0.0023	0.0049	-0.0108
O	1.6403	9.679	22.4693	-0.0005	-0.0027	-0.004
O	4.2682	6.4567	22.3932	-0.002	-0.002	-0.0064
O	9.7177	9.4348	22.527	-0.0039	-0.0009	-0.004
Si	3.0846	9.7195	14.1517	-0.0008	0.0002	0.001
Si	10.7231	7.0598	19.1154	-0.0001	0.0003	0.0001
Si	5.4311	12.9272	16.6706	0.0005	-0.0007	0.0024
Si	7.3533	5.328	9.9389	-0.0006	-0.0002	-0.003
Si	8.9928	8.0557	9.8147	0.0014	0.0023	-0.0062
Si	8.7939	4.6731	19.4113	-0.0012	0.0008	-0.0024
Si	2.0606	2.4604	21.1529	0.002	-0.0019	0.0044
Si	11.3841	9.8805	19.027	0.0009	0.0009	0.0004
Si	3.5286	0.0909	11.2885	-0.0017	-0.0007	-0.0022
Si	5.2508	2.3941	15.5276	0.0003	-0.0003	0.0014
Si	10.7788	12.1296	16.9669	-0.0008	0.0003	0.0013
Si	8.1005	3.038	16.8906	0	0.0002	0.001
Si	4.1843	6.9886	20.8467	-0.001	0.0002	0.0004
Si	6.0493	1.3993	12.6272	-0.0013	-0.0001	-0.0003
Si	6.7018	8.7192	19.7563	0.0007	0.0017	-0.001
Si	11.583	11.0407	9.592	-0.0002	0.0004	-0.0085
Si	8.2245	0.761	20.9771	-0.0053	-0.0042	0.0058
Si	3.9747	4.1776	19.6765	-0.001	-0.0012	0.0012
Si	8.4353	3.2011	11.7749	-0.0004	-0.0002	-0.0011
Si	0.178	6.3204	14.2579	-0.0001	0.0005	0.0015
Si	3.1324	8.8301	17.0435	-0.0007	0.0009	0.0009
Si	8.7018	11.9804	9.9302	0	0.0026	-0.0091
Si	4.011	10.8665	9.6579	-0.0031	0.0013	-0.0056
Si	10.0443	1.4538	9.7648	-0.0038	-0.0014	-0.0054
Si	5.4447	6.7351	11.7348	-0.0001	0.0014	-0.0009
Si	1.4748	0.55	16.4526	0.0007	-0.0008	0.0013
Si	5.908	10.6444	14.7615	-0.0004	0.0006	0.0009
Si	1.7079	12.5873	13.6692	0.0011	0.0012	-0.0025
Si	8.199	0.0938	17.9911	0	0.0002	0.0006
Si	1.2833	6.3047	17.1784	-0.0005	-0.0001	0.0013
Si	6.1811	8.886	9.6824	0	0.0027	-0.002
Si	1.8127	8.6259	9.8307	0.001	0.0017	-0.0063
Si	7.4464	6.9073	14.2108	-0.0014	-0.0001	0.0007
Si	6.28	8.4404	16.7117	0.0001	0.0005	0.0011
Si	2.3067	9.3893	21.0078	-0.0001	0.0016	0.0033
Si	1.2579	0.4592	9.5431	-0.0015	-0.0013	-0.0046
Si	9.4203	4.3589	14.4534	-0.001	-0.0009	0.0012
Si	7.7001	12.1326	12.7847	-0.0001	0.0007	-0.0019
Si	9.7845	8.4519	12.9	-0.0003	0.0004	-0.002
Si	2.8107	3.457	16.8645	0	-0.0001	0.0021
Si	10.4588	11.4683	13.8541	-0.0005	0.0007	-0.0007
Si	9.6206	8.9511	20.9977	-0.0008	0.0028	0.0027
Si	3.1396	11.8414	18.216	-0.0007	0.0004	0.0029
Si	5.2167	10.8382	21.0599	-0.0007	0.0022	0.0015
Si	3.4886	-0.2958	20.9437	-0.0014	0	0.0113
Si	6.628	3.5635	21.1007	-0.0029	-0.0025	0.0043
Si	10.5744	2.629	20.9818	0.0009	-0.0016	-0.0021
Si	2.4316	7.2057	12.3819	0	0.0014	-0.0016
O	10.022	3.687	19.8599	0.0015	0	0.0024
O	6.6344	2.9847	16.1679	0	0.0001	0.0013
O	9.8072	1.1822	20.9176	0.0017	0.0014	0.0029
O	4.8513	1.0108	16.309	0	0.0004	0.0019
O	3.7034	10.2321	20.9583	0.0016	-0.0006	0.0012
O	11.5354	0.1861	16.8662	-0.002	-0.0012	0.0009
O	5.8631	5.6697	10.548	-0.0001	-0.0005	0.0022
O	1.8581	2.1044	16.8176	-0.0008	-0.0001	0.0009
O	7.695	4.735	20.6443	0.0003	0.0001	0.0033
O	9.18	13.5224	10.0661	0.0024	0.0036	-0.0008
O	3.9521	3.3845	15.6833	-0.0001	0.0003	0.0014
O	2.5245	11.2248	13.9958	-0.0008	0.0007	0.0011
O	0.5317	2.2985	20.5989	-0.0029	0.0004	0.0021
O	2.7187	3.8553	20.6562	0.0008	0.0018	0.0021
O	2.5414	9.1537	15.5704	0.0001	-0.0005	0.001
O	8.5748	1.6095	17.5199	-0.0001	-0.0004	0.0014
O	4.6972	12.2616	17.96	0.0006	0	0.0012
O	2.3018	7.5303	17.5808	-0.0002	-0.0001	0.0013
O	7.9943	4.0968	18.1185	-0.0008	0	0.0012
O	6.9906	10.9144	13.5921	-0.0011	-0.0001	0.0018
O	8.3461	8.1361	13.6133	0.0002	0.0003	0.0014
O	1.7387	7.4058	10.9132	0	-0.0006	0.0031
O	3.104	1.2779	20.6634	-0.0007	0.0025	0.0009
O	10.5786	11.4554	15.4879	-0.0009	0.0007	0.0023
O	8.1346	4.6769	11.2006	0	0.0006	0.0012
O	1.1728	9.7291	19.8845	-0.0015	0.0001	0.0001
O	6.8643	13.4811	13.1042	0.0001	-0.0006	0.0018
O	10.6098	7.6327	20.6823	0.0013	-0.0012	0.0029
O	2.492	13.3877	12.5166	-0.0021	-0.0021	0.0048
O	6.299	6.5451	13.1121	0.0002	-0.0002	0.0016
O	2.7204	0.8808	10.1169	0.0017	0.0006	0.0046
O	5.7167	8.2228	11.1018	-0.0009	-0.0011	0.0023
O	6.9842	8.3276	18.1861	-0.0003	0	0.002
O	5.5501	7.7995	20.4644	-0.0006	-0.0007	0.0027
O	2.5571	8.7158	12.998	0.0001	-0.0008	0.0026
O	10.2417	9.9719	13.2499	-0.0002	-0.0001	0.0013
O	1.9608	4.8536	16.8035	-0.0003	0.0005	0.0008
O	4.7188	9.7246	14.1224	0.0001	0.0006	0.001
O	9.2591	3.5365	15.8518	0.0002	0.0004	0.0007
O	5.4786	2.1723	13.9347	-0.0005	-0.0002	0.0018
O	7.7016	11.7369	11.1994	0.0005	0.0012	0.0035
O	5.2388	12.0194	15.328	0.0007	-0.0006	0.0006
O	11.6294	1.3478	10.1237	-0.0009	0.0012	0.0021
O	3.8896	6.5174	12.1508	-0.0006	-0.0002	0.0019
O	2.7959	7.8507	20.7493	0.0007	-0.0005	0.0026
O	4.6772	8.3331	16.9754	-0.0002	0.0006	0.0014
O	5.0335	12.4816	20.91	0.0006	-0.0019	0.0017
O	3.0101	10.2216	17.9278	0	-0.0009	0.002
O	9.3807	12.428	17.7073	0.0017	0.0004	0.0014
O	0.9339	12.3082	10.0034	0.0007	0.0012	0.0027
O	10.8993	7.4738	13.5423	0.0001	-0.0002	0.0019
O	9.0673	3.3058	13.2632	-0.0006	0.0004	0.0018
O	1.563	6.2279	13.3732	-0.0009	-0.0005	0.0011
O	6.9914	12.998	17.0427	-0.0003	0.0003	0.0021
O	6.7874	7.2874	15.6663	0.0001	0.0001	0.0007
O	0.4647	6.7205	15.8203	0.0001	-0.0001	0.0002
O	7.0477	2.3536	11.7759	-0.0013	0.0012	0.0022
O	10.916	8.4734	18.2682	-0.0003	-0.0003	0.0016
O	10.0531	11.0851	10.1476	-0.0014	0.0001	0.0036
O	8.3776	5.6039	14.455	0	0.0003	0.0008
O	0.3358	6.1182	18.5236	-0.0006	0.0004	0.002
O	2.6895	12.3068	19.7326	-0.0009	-0.0023	-0.0025
O	6.164	10.2719	19.8518	0.0008	-0.0012	0.0022
O	7.7944	9.1636	9.6882	-0.0004	-0.0012	0.004
O	7.833	13.4135	19.5823	0.0006	0.0016	0
O	6.6292	9.8777	16.0123	-0.0002	0	0.0012
O	0.5793	9.6411	10.1408	0	-0.0007	0.0036
O	11.5786	11.0469	17.9101	-0.0007	0	0.0016
O	4.1091	5.7965	19.7353	0.0004	-0.0008	0.0023
O	7.3617	2.1255	21.1088	-0.0001	0.0022	0.001
O	4.8299	0.9805	11.6449	0.0004	0.0002	0.0024
O	2.3338	12.772	17.1724	-0.0007	0.0004	0.0016
O	8.2399	6.6364	9.6036	-0.0015	-0.0029	0.0038
O	10.9522	4.9032	14.2531	-0.0001	0.0006	0.0012
O	9.2009	12.3832	13.3691	-0.0001	-0.0004	0.0017
O	1.663	0.2912	14.8636	0.0004	-0.0007	-0.0002
O	10.163	10.2032	20.074	0.0003	-0.0011	0.0023
O	3.9726	11.9831	10.8353	-0.0003	0.0021	0.0024
O	8.0897	8.5504	20.5939	-0.0016	-0.0011	0.0021
O	9.5223	2.6034	10.752	0.0003	-0.0029	0.0015
O	0.1997	12.1502	13.2259	0.0017	0.0005	0.0037
O	9.7057	8.1857	11.2769	-0.0001	0.0002	0.004
O	5.5488	10.3693	9.4886	0.0003	-0.0012	0.0032
O	5.3861	3.4875	20.0701	0.0005	-0.0004	0.0025
O	9.3723	6.1401	18.976	-0.0004	0.0003	0.0035
O	3.6546	3.5164	18.2421	-0.0007	0.0004	0.0018
O	3.1681	9.5201	10.0197	-0.0004	0.0001	0.0017

Results
free energy: -163629.922 eV
free energy less fixed offsets of B -154.04, O -568.88, Si -635.61 eV per atom: -4.462 eV

The program warned: the cutoff lies below the one the program advises for these potential files; the forces do not sum to zero within the program's tolerance; the exchange-correlation potential is rough where the density is thin.
